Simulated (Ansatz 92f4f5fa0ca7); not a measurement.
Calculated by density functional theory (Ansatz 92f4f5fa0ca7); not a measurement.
Periodic cell of 226 atoms, Si133O92P1, from a study of silicon, its oxide and their interface. The atomic structure is a simulated model.
Doubt: the cutoff is far below the 930 eV that the study's wrapper takes by default for these files, so forces and energies are approximate.
This geometry differs little from another in the collection (a relaxation step or a small displacement).

Settings: functional PBE; potential files Ansatz PAW; basis plane waves; wave-function cutoff 580 eV; density cutoff ratio 5; exchange-correlation grid ratio 1; k mesh 1 x 1 x 1, Gamma-centred; self-consistency stop 5e-08 eV per atom in the density residual; occupations fixed; spin none; net charge +1 e, with a uniform compensating background and no finite-size correction.

Cell vectors (angstrom)
a  10.938  0  0
b  0  10.938  0
c  0  0  31.9494

Atoms: element, x, y, z (angstrom)
Si  10.6217  -0.0007  24.4016
Si  5.0672  0.1187  24.6652
Si  2.8226  2.2773  24.5291
Si  8.5635  2.4358  24.5469
Si  10.7059  5.5829  24.3353
Si  5.1563  5.6129  24.4354
Si  2.9858  7.9558  24.3924
Si  8.4201  7.8259  24.4192
Si  1.279  1.1166  25.8432
Si  6.8116  1.3249  25.7269
Si  3.9832  4.0055  25.7152
Si  9.688  4.0129  25.842
Si  1.3477  6.7988  25.6729
Si  6.8  6.7202  25.7438
Si  3.9911  9.4489  25.962
Si  9.487  9.4527  25.8077
Si  2.6243  -0.152  27.2866
Si  8.1304  -0.0667  27.1401
Si  0.0812  2.6549  27.2069
Si  5.4416  2.711  27.0962
Si  2.6658  5.4074  27.1006
Si  8.2009  5.3731  27.1194
Si  0.0114  8.1558  27.1366
Si  5.5175  8.1398  27.1799
Si  4.0802  1.3187  28.5078
Si  9.5492  1.3089  28.4862
Si  1.3904  4.0647  28.5631
Si  6.8068  4.0584  28.5106
Si  4.0736  6.7785  28.469
Si  9.5611  6.7807  28.4999
P  1.2935  9.4793  28.6236
Si  6.8237  9.5363  28.5636
Si  -0.0351  -0.0304  29.9275
Si  5.4565  -0.0129  29.8975
Si  2.7746  2.7192  29.8992
Si  8.1897  2.6974  29.8722
Si  -0.0171  5.4298  29.8918
Si  5.4522  5.4505  29.8848
Si  2.7263  8.1493  29.9062
Si  8.2165  8.172  29.8826
Si  1.3875  1.3679  31.2496
Si  6.8253  1.3699  31.2603
Si  4.1209  4.0852  31.2767
Si  9.5425  4.0796  31.2531
Si  1.3349  6.8149  31.271
Si  6.8262  6.8374  31.2448
Si  4.0794  9.5778  31.2593
Si  9.5598  9.5232  31.2868
Si  2.7396  0.0191  0.6927
Si  8.2123  0.0214  0.6615
Si  0.0037  2.7435  0.6706
Si  5.4893  2.7495  0.7106
Si  2.7473  5.4721  0.6679
Si  8.2053  5.4912  0.6689
Si  0.0166  8.2102  0.7238
Si  5.4717  8.2194  0.6767
Si  4.1078  1.3916  2.0723
Si  9.6023  1.3614  2.037
Si  1.3574  4.1471  2.044
Si  6.8446  4.1589  2.0525
Si  4.094  6.8575  2.0367
Si  9.5736  6.842  2.0729
Si  1.3742  9.6218  2.0734
Si  6.8376  9.6305  2.0339
Si  0.0265  0.0466  3.4782
Si  5.4912  0.0453  3.4521
Si  2.7156  2.7817  3.4
Si  8.2619  2.7889  3.3393
Si  0.0293  5.5177  3.4752
Si  5.4725  5.5369  3.4275
Si  2.7442  8.2452  3.4003
Si  8.2366  8.2942  3.3816
Si  1.3762  1.4681  4.8446
Si  6.9144  1.485  4.7254
Si  4.0604  4.1633  4.7555
Si  9.6044  4.0841  4.7835
Si  1.368  6.9789  4.8396
Si  6.8365  7  4.7307
Si  4.1032  9.579  4.7899
Si  9.6175  9.5852  4.8386
Si  2.7617  0.0446  6.1285
Si  8.296  0.1304  6.0898
Si  0.0197  2.8073  6.3099
Si  5.5152  2.8468  6.0645
Si  2.756  5.5999  6.136
Si  8.2563  5.6071  5.9502
Si  0.0482  8.3131  6.3659
Si  5.5029  8.3107  6.2276
Si  4.4233  1.1925  7.3228
Si  9.813  1.158  7.6223
Si  1.1804  4.5136  7.5059
Si  6.6465  4.5492  7.243
Si  4.3258  6.7116  7.5404
Si  9.7277  6.6234  7.499
Si  1.2852  9.9484  7.6954
Si  6.7239  9.977  7.4131
O  9.58  1.2357  23.9752
O  4.0992  6.8025  23.9459
O  4.0132  1.2316  24.0159
O  9.5353  6.695  23.9044
O  -0.025  5.5573  8.005
O  5.5718  0.138  7.9018
O  0.0759  0.096  8.1322
O  5.5384  5.6195  7.8692
O  7.6145  3.9588  8.4159
O  8.723  7.0612  8.7499
O  2.1884  9.4628  9.0223
O  8.8968  1.6835  8.9185
O  7.6288  9.486  8.7014
O  3.5956  1.835  8.5796
O  3.5813  7.228  8.9378
O  2.0688  4.0239  8.812
O  8.1319  3.5003  23.3619
O  0.4735  4.9378  22.9696
O  1.8575  2.7173  23.2764
O  5.8353  4.9214  23.1074
O  5.5148  9.9367  23.5488
O  2.4446  8.7001  23.0228
O  0.19  10.0575  23.0873
O  7.8043  8.5983  23.095
Si  8.6603  7.7045  18.4378
Si  8.7868  6.3581  13.6353
Si  3.7948  1.5413  14.7365
Si  2.1388  5.7516  17.6313
Si  2.4263  3.1471  19.4996
Si  9.8167  9.0321  12.0858
Si  1.3321  9.4222  22.063
Si  9.1752  0.9676  13.1982
Si  1.4263  5.0571  13.0299
Si  1.797  8.2572  12.8181
Si  6.6408  9.5487  22.4411
Si  4.5259  4.6026  15.7088
Si  8.2157  3.0273  9.5855
Si  0.8429  8.2503  19.2542
Si  6.9385  1.3529  21.0965
Si  8.2307  8.3244  9.6781
Si  10.8909  5.2042  15.6108
Si  7.5684  9.5042  16.316
Si  9.9271  2.0603  20.299
Si  3.2197  8.5174  9.916
Si  6.6977  3.3472  17.4037
Si  1.1681  0.2174  19.8011
Si  3.2366  2.8168  12.3002
Si  7.2242  5.3959  19.6726
Si  5.7494  8.6752  11.5483
Si  5.7861  6.0773  13.2041
Si  4.6338  9.7054  17.6253
Si  1.0212  3.5923  22.178
Si  4.8997  1.4817  18.7982
Si  3.1972  3.0908  9.521
Si  6.4526  10.8264  13.7911
Si  10.3519  0.1173  15.9716
Si  5.6631  3.6628  11.1568
Si  9.8453  3.9012  11.908
Si  2.3452  9.9241  15.5459
Si  6.0805  8.1211  19.8013
Si  6.9361  3.98  22.3575
Si  9.7536  2.7741  17.3622
O  7.1965  6.3795  13.9771
O  1.8866  7.0665  18.6795
O  10.2972  4.0331  16.5311
O  6.1663  9.9596  17.0585
O  10.1495  0.7101  14.4713
O  8.4515  6.1208  18.8529
O  5.173  0.6914  14.434
O  5.7219  2.053  17.5229
O  8.3485  1.93  20.5831
O  1.9944  4.3129  18.4309
O  6.966  2.8129  10.6325
O  4.8723  2.7079  12.2144
O  6.0279  4.3966  16.3505
O  4.5681  3.9225  9.9326
O  10.6797  2.7922  21.5583
O  9.7235  6.1581  14.9717
O  6.0119  6.4848  19.8401
O  4.0803  0.1703  18.2852
O  9.2588  10.5536  12.2772
O  2.8575  4.3603  12.7058
O  1.9128  10.7111  21.2147
O  4.001  2.7203  19.3901
O  0.7317  10.042  15.964
O  1.2779  9.8108  18.8404
O  1.7106  1.6744  19.2804
O  8.9413  10.3912  16.4989
O  4.875  8.5904  18.8047
O  9.579  8.7547  10.4892
O  6.757  4.0808  18.8574
O  2.8427  1.7207  13.4083
O  5.8363  8.7566  21.2801
O  2.545  2.4504  10.8737
O  7.6271  4.8561  21.167
O  5.2121  7.4836  12.5556
O  0.4342  9.0698  12.5038
O  7.5834  1.063  13.5765
O  7.1076  9.639  14.7458
O  8.9779  5.0308  12.6984
O  8.0896  8.0414  16.9145
O  6.2038  2.5858  21.8993
O  2.463  9.0695  14.1105
O  0.428  4.4921  11.8671
O  0.8171  8.3163  20.933
O  9.3943  3.8376  10.3472
O  9.6584  2.3856  12.5265
O  7.6254  8.5636  19.4026
O  2.5501  8.1783  11.3637
O  3.9783  3.0605  15.3788
O  0.841  4.493  14.4433
O  10.0349  2.9956  18.9605
O  9.1456  7.8032  12.9465
O  10.5175  0.5418  20.0931
O  6.0297  5.048  11.9354
O  8.1548  2.7439  17.006
O  3.533  5.477  16.7338
O  4.6716  9.1347  10.382
O  1.5388  6.6779  13.1798
O  4.7592  5.4949  14.3465
O  2.072  3.8363  20.951
O  10.5517  1.4064  16.9584
O  0.9441  6.0709  16.5644
O  7.2922  10.9684  21.9813
O  5.9318  0.907  19.9193
O  6.0692  10.0352  12.4046
O  2.85  0.546  15.6063
O  7.0525  8.0211  10.7738
O  10.2451  8.0248  18.6903
O  3.4452  9.1964  16.5827

Results
free energy: -137633.958 eV
free energy less fixed offsets of O -568.88, P -755.39, Si -635.61 eV per atom: -5.478 eV

Forces (eV/angstrom), in the order of the atoms: element, x, y, z
Si  0.0029  -0.0014  -0.0272
Si  0.0212  0.0046  -0.0322
Si  0.0044  0.0218  -0.037
Si  -0.0079  0.0051  -0.0179
Si  -0.0034  -0.0016  -0.0102
Si  0.0034  0.0001  -0.0127
Si  0.0032  -0.007  -0.0215
Si  -0.0001  -0.0033  -0.0003
Si  -0.0102  -0.0025  0.0063
Si  -0.0034  -0.0049  -0.0019
Si  -0.0078  0.0006  0.0022
Si  0.0016  0.0079  -0.0003
Si  0.0052  0.0036  0.0057
Si  0.0049  0.0018  0.0028
Si  0.0037  -0.0149  0.0034
Si  0.0022  -0.0025  0.0067
Si  -0.0104  -0.0046  0.0087
Si  -0.0038  -0.0018  0.0014
Si  0.0051  0.0043  0.0029
Si  0.0076  0.0055  -0.0014
Si  0.0013  -0.0031  -0.0047
Si  -0.0038  0.0023  -0.0077
Si  0.0022  0.0049  -0.0036
Si  0.004  -0.0008  -0.0011
Si  -0.0013  0.0004  0.0107
Si  0.0015  -0.0038  0.0056
Si  -0.0069  0.0013  -0.0044
Si  -0.0032  -0.0039  0.0018
Si  -0.0032  0.0053  0.0052
Si  -0.0041  0  0.0091
P  0.0055  0.002  -0.0096
Si  -0.0007  0.0023  -0.0063
Si  -0.0058  0.0006  0.003
Si  0.0011  0.0001  0.0042
Si  0.0017  -0.004  0.0034
Si  0.0036  0.0023  0.004
Si  0.001  -0.0005  0.0035
Si  0.0026  0.0012  0.0025
Si  0.0015  -0.0051  0.0024
Si  0.0012  -0.0062  0.0011
Si  0.0014  -0.0005  -0.0002
Si  -0.0013  0.0007  -0.0027
Si  0.0009  0.0027  -0.0002
Si  -0.0026  -0.0006  -0.0013
Si  0.0001  0.0029  -0.0029
Si  -0.0003  -0.0005  -0.0001
Si  -0.0013  0.0012  -0.0012
Si  0.0037  0.0028  -0.0017
Si  0.0036  0.0019  0.0007
Si  -0.0006  0.0002  0.0005
Si  -0.0019  0.0017  -0.0001
Si  0.0026  -0.0004  0.0026
Si  0.0008  -0.0013  0.0008
Si  -0.0002  -0.0012  0.0008
Si  -0.0005  -0.0027  0.0028
Si  0.0015  -0.0017  0.0013
Si  -0.0012  -0.0004  0.0018
Si  0.0055  -0.002  -0.002
Si  -0.0041  0.0023  0.0009
Si  -0.0049  0.0044  -0.0018
Si  0.0006  0.0022  -0.0015
Si  0.0025  0.0012  0.0015
Si  -0.0049  0.0005  -0.0017
Si  -0.0068  0.0018  0.0007
Si  -0.0028  -0.0012  -0.0037
Si  0.0006  0.0022  -0.0038
Si  0.0072  -0.0014  0.0023
Si  -0.0056  -0.0019  0.0127
Si  -0.0044  -0.0016  -0.006
Si  0.004  -0.0045  -0.0005
Si  0.003  -0.0021  0.0053
Si  -0.0015  -0.0117  0.0057
Si  0.0035  0.001  0.0027
Si  0.0036  0.0061  -0.0032
Si  0  -0.0034  -0.0044
Si  -0.0008  -0.0015  -0.0012
Si  0.0054  0.0021  0.0016
Si  0.0043  0.0033  -0.0035
Si  -0.0019  -0.0034  -0.0015
Si  0.0022  0.0006  0.0027
Si  -0.0033  -0.0002  -0.0041
Si  -0.0005  0.0017  -0.0066
Si  -0.002  -0.0003  -0.0057
Si  0.0016  -0.0017  -0.0054
Si  -0.004  0.0019  -0.0046
Si  0.0009  0.0022  -0.005
Si  -0.002  0.0002  -0.0049
Si  -0.0004  -0.0003  -0.0071
Si  0.0007  0.0014  0.0106
Si  -0.003  0.0006  0.0148
Si  0.0043  0.0016  0.0164
Si  0.0019  -0.0026  0.0098
Si  -0.0014  0.0009  0.02
Si  -0.0021  -0.0002  0.0107
Si  0.004  -0.0005  0.0144
Si  0.0036  -0.0019  0.0171
O  0.0072  -0.0047  0.0066
O  -0.0033  -0.0013  0.0005
O  -0.0086  -0.0096  0.0222
O  -0.0049  -0.0049  -0.0074
O  -0.0009  -0.0002  -0.0026
O  -0.002  0.0018  -0.0017
O  0.0021  -0.0001  -0.0021
O  -0.001  0.0001  -0.0025
O  -0.0049  0.0057  -0.0081
O  0.006  -0.006  -0.0097
O  -0.0082  0.0058  -0.0127
O  0.0061  -0.0059  -0.0106
O  -0.0054  0.0057  -0.0108
O  0.0037  -0.0059  -0.0087
O  0.0043  -0.0052  -0.0116
O  -0.0079  0.0049  -0.0112
O  0.0066  -0.0067  0.0107
O  -0.003  0.0056  0.0108
O  0.0103  -0.0101  0.0167
O  -0.0066  0.0072  0.0113
O  -0.0081  0.0153  0.0124
O  0.0053  -0.0041  0.0161
O  -0.0083  0.0094  0.0177
O  0.004  -0.0033  0.0062
Si  0.0004  -0.0002  -0.0046
Si  0  -0.0002  0.0028
Si  -0.0001  0.0006  0.0016
Si  0.0004  -0.0003  -0.0032
Si  0.0008  -0.0003  -0.0052
Si  -0.0003  -0.0003  0.005
Si  -0.0009  -0.0011  -0.0125
Si  0.0001  0  0.0041
Si  0.0003  0.0001  0.0035
Si  0.0003  -0.0003  0.0048
Si  -0.0048  0.0064  -0.0073
Si  0.0001  -0.0001  -0.0003
Si  -0.0015  0.0026  0.0085
Si  0.0003  -0.0002  -0.0054
Si  0.0006  0.0006  -0.0047
Si  -0.0021  0.0008  0.0086
Si  0.0007  -0.0004  0.0001
Si  0.0001  0.0002  -0.001
Si  -0.0022  0.0004  -0.0055
Si  0.0032  -0.0008  0.0102
Si  0  -0.0008  -0.0033
Si  -0.0005  0.0008  -0.0055
Si  0.0004  0.0008  0.0053
Si  0.0002  -0.001  -0.0053
Si  0.0009  -0.0002  0.0049
Si  -0.0004  -0.0002  0.0036
Si  0  0.0011  -0.0032
Si  -0.0002  -0.0032  -0.0127
Si  0.0003  0.0003  -0.0048
Si  0.0029  0.0015  0.0091
Si  -0.0001  -0.0001  0.0029
Si  0.0003  0.0006  -0.0003
Si  0  0.0009  0.0045
Si  0.0007  0.0002  0.0051
Si  0.0003  0.0003  0.0001
Si  -0.0004  -0.0004  -0.0066
Si  0.0003  -0.0032  -0.0083
Si  -0.0001  -0.0001  -0.0025
O  0.0001  0.0001  -0.001
O  -0.0002  0.0006  0.0026
O  0.0005  0.0005  0.0009
O  -0.0002  -0.0001  0.0013
O  -0.0002  0.0001  -0.0011
O  0.0002  0.0002  0.002
O  0.0004  -0.0004  -0.0007
O  0  0.0002  0.0018
O  -0.0014  -0.0019  0.0035
O  -0.0003  -0.0001  0.0022
O  0.0017  -0.0006  -0.0029
O  0.0003  -0.0003  -0.0019
O  0.0001  0.0003  0.0011
O  -0.0016  -0.0008  -0.0031
O  0.001  0.001  0.0047
O  -0.0003  0.0002  -0.0004
O  0.0005  0.0004  0.003
O  0.0001  -0.0006  0.0021
O  0.0002  -0.0008  -0.0026
O  0  -0.0005  -0.0015
O  -0.0002  -0.0019  0.0046
O  -0.0004  0.0001  0.002
O  0  0  0.0006
O  0.0002  -0.0001  0.0033
O  0  0.0001  0.0023
O  0.0001  0.0001  0.001
O  0  -0.0001  0.003
O  -0.0005  -0.0002  -0.0033
O  0  0.0004  0.0027
O  -0.0003  0  -0.002
O  0.0013  0.0012  0.0063
O  0  0.0004  -0.0041
O  -0.0012  -0.0008  0.0049
O  -0.0001  0.0004  -0.002
O  0.0003  0.0002  -0.0024
O  0.0002  0.0003  -0.0014
O  0  0.0003  -0.0008
O  -0.0001  -0.0007  -0.0025
O  0.0002  0  0.0012
O  0.001  -0.0004  0.0019
O  0  -0.0003  -0.0014
O  -0.0005  -0.0003  -0.0021
O  0.001  0.002  0.0049
O  -0.0014  -0.0014  -0.0037
O  0  0.0007  -0.002
O  -0.001  0  0.003
O  0.0008  0.0007  -0.0053
O  -0.0002  -0.0007  -0.0001
O  0  0.0002  -0.0009
O  0  -0.0003  0.0027
O  0.0001  0.0007  -0.002
O  -0.0002  0.0002  0.0022
O  0.0001  -0.0004  -0.0022
O  -0.0002  -0.0002  0.0016
O  0.0005  -0.0003  0.0007
O  -0.0022  -0.0007  -0.0034
O  0.0003  0.0005  -0.0015
O  0.0003  0.0005  -0.0012
O  -0.0015  0  0.0056
O  0.0001  -0.0004  0.0011
O  -0.0005  0  0.0008
O  -0.0032  -0.0037  0.0036
O  0.0017  -0.0004  0.0036
O  -0.0001  -0.0003  -0.0021
O  0  -0.0001  0.0001
O  0.0012  0.0003  -0.0035
O  -0.0001  -0.0001  0.0023
O  -0.0005  -0.0003  0.0011

The program warned: the cutoff lies below the one the program advises for these potential files; the forces do not sum to zero within the program's tolerance; the exchange-correlation potential is rough where the density is thin.
